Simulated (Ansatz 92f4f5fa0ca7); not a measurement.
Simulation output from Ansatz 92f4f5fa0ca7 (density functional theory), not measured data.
Periodic cell of 157 atoms, Si96O55N6, from a study of silicon, its oxide and their interface. The atomic structure is a simulated model.

Settings: functional r2SCAN; potential files Ansatz norm-conserving; basis plane waves; wave-function cutoff 1300 eV; density cutoff ratio 4; exchange-correlation grid ratio 1; k mesh 2 x 2 x 1, shifted by 0.5 0.5 0.5 of a step; self-consistency stop 5e-08 eV per atom in the density residual; occupations Fermi-Dirac, 0.05 eV; spin none; net charge 0.

Cell vectors (angstrom)
a	10.88	0	0
b	0	10.88	0
c	0	0	22.7168

Atoms: element, x, y, z (angstrom)
Si	-0.1217	-0.1679	0.1118
Si	3.0228	2.1672	0.1485
Si	-0.3047	5.4642	-0.3648
Si	2.8568	7.9969	-0.0086
Si	6.8041	-0.7689	-0.7024
Si	8.5131	0.2224	0.4117
Si	4.8896	5.5921	-0.2124
Si	8.3788	7.6847	-0.0352
Si	1.2098	1.2288	1.282
Si	4.0441	3.9571	1.5112
Si	1.4045	6.5511	1.1812
Si	4.3914	9.2989	1.3356
Si	7.2443	2.1836	0.7797
Si	9.5047	4.0083	1.3271
Si	6.7464	6.552	1.2773
Si	9.614	9.1024	1.5514
Si	-0.0595	2.5845	2.5622
Si	2.9342	-0.0422	2.6395
Si	0.217	7.7663	2.8722
Si	2.6329	5.2751	2.6993
Si	5.6644	2.6667	2.6508
Si	8.258	-0.2612	2.8316
Si	5.3581	7.8738	2.7367
Si	8.1707	5.4002	2.7405
Si	1.1949	3.9891	3.9887
Si	4.1191	1.4408	4.064
Si	1.4416	9.3733	4.0502
Si	3.9445	6.7213	4.0868
Si	6.7627	4.083	4.1203
Si	9.5961	1.3196	4.0449
Si	6.704	9.3468	4.1289
Si	9.5099	6.7012	4.1005
Si	0.0441	-0.1193	5.3971
Si	2.7015	2.6866	5.3665
Si	-0.1314	5.2623	5.3962
Si	2.8136	8.0568	5.6116
Si	5.2628	-0.1901	5.4423
Si	8.1956	2.6168	5.5336
Si	5.3011	5.447	5.5647
Si	8.1416	8.0573	5.4116
Si	1.4994	1.2944	6.7614
Si	3.8766	4.077	6.9212
Si	1.2527	6.5825	6.6489
Si	4.0806	9.4929	7.0647
Si	6.7426	1.2425	6.7267
Si	9.4294	4.0581	6.887
Si	6.6746	6.8582	6.9022
Si	9.6379	9.4185	6.7851
Si	-0.0289	2.5433	7.983
Si	2.7863	0.2564	8.4491
Si	-0.2095	7.787	8.0623
Si	2.5494	5.4057	8.4266
Si	5.1856	2.3671	7.9664
Si	8.236	-0.1018	8.2756
Si	5.4972	8.3444	8.3245
Si	7.9825	5.5442	8.2126
Si	1.0694	3.7259	9.6472
Si	4.218	1.6645	9.8789
Si	1.3795	9.2878	10.1943
Si	3.9603	7.1327	9.8445
Si	5.7978	4.5934	8.7473
Si	9.3534	1.575	9.4956
Si	6.7796	9.6816	9.7041
Si	9.3729	6.7847	9.7579
Si	-0.9369	-0.3437	11.8194
Si	2.6408	2.7411	11.3754
Si	-0.2886	5.2416	11.0616
Si	3.2548	8.681	11.3552
Si	5.4321	0.0486	11.0706
Si	8.0759	4.2101	10.903
Si	4.9995	4.7449	10.9463
Si	7.9803	8.4028	11.2587
Si	0.6696	4.1734	14.6212
Si	9.689	5.089	13.7646
Si	6.3908	2.693	12.7958
Si	7.3861	13.0159	15.3358
Si	2.3366	-5.3822	12.4607
Si	11.5634	-0.8349	14.1291
Si	4.6144	3.1015	15.0993
Si	9.6284	7.7205	14.9752
Si	0.9386	1.1236	19.1108
Si	3.0009	7.682	16.5595
Si	1.1155	6.1797	17.1318
Si	12.8423	-0.4145	16.829
Si	7.303	-0.1625	13.323
Si	6.8521	-2.8577	13.9253
Si	16.1585	6.0283	15.877
Si	13.5414	7.5983	13.3928
Si	8.0116	4.7106	16.2899
Si	11.9706	-0.9946	21.1002
Si	1.2054	15.1999	19.6591
Si	3.9717	3.7017	20.4676
Si	13.0258	1.6731	14.4536
Si	20.7493	-3.8775	17.1369
Si	-0.3736	9.5738	18.4625
Si	5.2054	12.0386	21.205
O	2.8997	3.1781	21.6216
O	0.6928	2.7419	19.2371
O	2.8903	4.3846	19.4977
O	4.3057	6.7704	17.0147
O	-1.536	6.5329	-0.77
O	0.4707	4.7096	-1.6521
O	-2.8156	3.5432	23.1651
O	3.8186	6.8143	-0.5834
O	5.5834	-1.006	23.0693
O	6.0889	2.1036	22.3318
O	6.0075	-0.0641	-2.0249
O	25.1034	2.2358	15.3721
O	5.1078	4.776	21.0335
O	14.0129	9.3102	16.9145
O	1.4699	11.3686	20.5639
O	7.429	8.6062	-1.1366
O	-2.4947	2.8791	10.0408
N	-2.409	-1.0763	12.2828
O	7.5444	-7.9385	13.8839
O	1.0351	8.2052	9.0162
O	0.977	6.0405	11.7295
N	-1.5119	4.5327	12.1008
O	1.502	10.7883	9.484
O	10.4131	-12.6133	14.7897
O	5.0931	-4.4692	10.9185
N	6.4854	0.9313	12.2731
O	7.7062	0.6319	14.7979
N	3.4694	4.353	11.5436
N	6.453	3.9641	11.6244
O	10.8463	9.466	11.0323
O	5.8001	6.9765	14.661
O	1.3958	8.7346	13.3643
O	8.3338	5.3088	14.7729
O	8.3	3.096	16.4021
O	3.2482	7.5543	14.9229
O	2.4479	1.8088	12.8405
O	4.9576	13.8308	13.4778
O	9.0685	5.5757	17.3716
O	7.2287	-3.4419	12.4428
O	10.8705	0.2065	13.0436
O	11.638	5.3699	18.5444
O	15.6996	2.2649	20.0928
O	15.1013	9.9611	11.6029
O	0.6151	9.6199	17.1684
O	11.6907	2.5577	14.9375
O	8.0922	8.1797	14.8926
O	3.9607	0.9369	22.1156
O	10.1716	6.6827	13.8543
O	12.069	5.0406	15.9892
O	5.8306	2.306	15.8904
O	-0.4967	11.2426	18.6741
O	2.0771	11.5797	17.965
O	6.5497	5.2729	16.6924
O	9.4354	-2.5639	18.1029
N	12.6015	11.0253	15.1268
O	9.8198	1.0532	10.9975
O	6.2185	-12.2404	13.6804
O	0.2209	9.1283	19.9469
O	15.3539	4.6769	15.4373
O	13.041	-2.1387	21.4353
O	23.6507	4.4355	13.5236

Results
free energy: -38563.837 eV
free energy less fixed offsets of N -289.75, O -463.61, Si -117.95 eV per atom: -3.587 eV
pressure: -2.04 GPa
stress xx, yy, zz, yz, xz, xy (GPa, positive in tension): 0.73, 2.36, 3.03, 1.96, -0.8, -0.18

Forces (eV/angstrom), in the order of the atoms: element, x, y, z
Si	-1.0131	-1.0577	1.0819
Si	0.7782	-0.4332	0.2803
Si	0.5499	-0.3113	0.7816
Si	0.4923	-0.1501	1.2546
Si	-0.1037	-2.6289	-0.7563
Si	-0.8298	1.921	0.7739
Si	0.1968	-0.6226	0.3809
Si	-1.1107	0.4518	-0.1226
Si	1.8146	-0.7013	0.1468
Si	0.8575	-0.9102	-1.2256
Si	-1.0583	0.5624	-0.0897
Si	-1.7476	1.1614	-0.9061
Si	-1.1445	-0.3223	-0.9974
Si	-1.6639	1.1469	-1.6035
Si	-0.4503	0.0569	-0.8906
Si	0.9473	-0.4865	0.3346
Si	0.2143	0.5436	0.5559
Si	-0.9272	-0.4004	-0.1273
Si	-0.0105	0.5976	-1.3883
Si	-0.2565	0.2749	0.3667
Si	0.087	0.2715	0.2424
Si	0.1397	-0.5468	-0.6629
Si	1.8002	0.0625	0.4055
Si	0.026	-0.5458	0.0392
Si	0.332	-0.6849	0.1266
Si	0.8894	-1.1432	-0.6297
Si	1.0249	0.2272	0.3628
Si	-0.0137	-0.7963	0.4685
Si	0.6124	-0.2473	1.0118
Si	-0.7879	-0.7759	0.6174
Si	-0.1297	-0.0347	-0.7762
Si	-0.3985	0.0006	0.2256
Si	0.889	0.4322	-0.0643
Si	-0.7794	1.0874	-0.0213
Si	-0.0622	-0.322	-0.0401
Si	-1.1567	0.7704	-0.3138
Si	0.7663	1.08	-0.0933
Si	-0.7023	0.7129	-1.1498
Si	0.3822	-0.5742	-0.3476
Si	0.0424	0.5972	0.8604
Si	-0.4414	-0.554	-0.4304
Si	0.4199	-0.0882	-0.1842
Si	0.3833	-0.1886	1.1
Si	-1.4077	0.7729	-0.5694
Si	0.4503	-1.4522	0.3862
Si	-0.1599	0.0097	0.4656
Si	0.2149	0.5234	-0.7534
Si	-1.4138	0.187	0.2746
Si	-0.0384	0.367	0.8162
Si	0.0977	0.5076	0.1689
Si	0.0419	-0.3723	-0.3184
Si	-0.2114	-0.05	0.1671
Si	0.5749	2.1734	0.0713
Si	-0.4126	0.753	-0.8516
Si	-0.1371	-1.5097	0.6937
Si	0.3761	-0.8236	1.1632
Si	0.2425	0.984	0.9222
Si	-0.8097	-1.4982	-0.0042
Si	-1.8421	1.1327	-0.1338
Si	1.5272	-0.8963	-1.2895
Si	-0.0556	-0.9989	-0.4336
Si	-0.7401	0.6285	1.0626
Si	0.1605	-0.9142	-0.1943
Si	-1.0059	0.2786	-0.1563
Si	0.9072	1.0444	-0.1349
Si	0.6077	0.1396	0.0442
Si	0.5554	-0.4611	-2.5969
Si	-0.0889	-0.2656	0.8372
Si	0.1472	1.8085	0.0383
Si	-1.8171	-0.1025	-0.1355
Si	2.0339	0.5345	-0.7182
Si	-0.4591	-0.8133	0.5098
Si	2.5722	-0.8257	2.1632
Si	-2.9676	1.0379	-0.2073
Si	-0.9862	-0.8605	-1.9309
Si	-0.1735	1.0681	-0.0277
Si	1.7867	0.1998	-1.1216
Si	0.1067	-1.1523	-0.8756
Si	2.0824	0.394	-1.1353
Si	0.5758	1.4574	1.0045
Si	-0.4546	0.898	0.0697
Si	0.8961	-0.5133	-0.0341
Si	-0.5789	0.5739	1.1384
Si	-0.1651	-0.8061	-1.935
Si	-0.2248	-0.3075	0.1666
Si	-1.7209	-1.1337	-0.245
Si	0.5457	-0.6917	1.6378
Si	-0.3024	2.1017	-0.5186
Si	1.5969	2.7239	1.5492
Si	-1.4314	-0.5431	-0.3466
Si	0.4365	-1.7605	-0.4262
Si	1.2348	-1.5793	1.3963
Si	-1.6801	0.4772	0.1126
Si	-0.2387	0.4325	-0.5169
Si	-0.2517	-0.7924	0.5381
Si	0.6994	5.1483	1.1493
O	-0.1208	1.0034	-1.2652
O	0.984	0.1791	0.4176
O	-0.9753	-0.1329	-0.2406
O	1.0833	0.2597	-0.9115
O	0.5932	0.1691	0.0795
O	-0.3586	0.6687	0.3311
O	1.4875	0.1506	0.8979
O	1.1325	-0.9765	-0.3871
O	0.3344	0.0916	0.1491
O	0.162	-0.9403	-1.0128
O	1.94	-2.2116	0.4175
O	-1.0272	-0.4113	0.2667
O	-1.1581	-0.0705	0.6672
O	-0.3753	-0.6239	-0.0737
O	0.4151	0.6699	-1.8637
O	0.7083	0.2452	0.7294
O	0.9369	-1.0972	-0.5938
N	0.6074	0.7729	0.6579
O	0.2313	-0.4424	0.9663
O	1.6981	1.2568	1.3616
O	-0.0955	-0.1991	-0.133
N	0.3647	0.894	1.0058
O	0.5568	-1.1884	-0.2069
O	-0.7927	0.2069	0.7649
O	-0.7066	-0.6672	0.1402
N	-0.6433	1.1	0.5072
O	0.1469	-0.9163	-0.6483
N	-1.8002	0.6778	1.297
N	0.6649	-0.3607	0.5139
O	-0.0756	-0.6656	-0.5398
O	0.274	0.0816	0.0332
O	1.2383	0.06	0.7419
O	1.0508	-1.5137	-0.0334
O	-1.0074	-0.745	-1.2971
O	-1.0384	0.2802	-0.5797
O	-0.0365	0.6361	-0.91
O	-0.4663	-0.0871	1.6452
O	-1.4468	-1.0887	-1.3941
O	0.5347	0.5892	-0.4794
O	0.5132	-1.1357	1.4241
O	0.9006	0.1996	-0.0836
O	-1.1209	1.9027	-0.9324
O	0.7453	0.6202	0.2757
O	0.0269	-0.7848	0.4129
O	0.159	1.3007	-0.915
O	-0.3579	0.1536	-0.1974
O	-3.4113	-0.3926	2.2073
O	0.0829	-0.6835	-1.0696
O	-0.5396	-1.129	-1.961
O	0.9804	0.3222	-0.6697
O	0.4225	-0.3606	0.4726
O	-0.3521	1.0343	0.764
O	-0.4892	0.546	-0.8803
O	1.0371	1.368	0.2848
N	0.0562	-1.4589	0.5372
O	-0.1841	-0.3006	-0.9322
O	0.6355	-0.107	0.4901
O	-0.3204	0.0481	-1.4098
O	-0.2895	-0.2647	-0.5786
O	0.728	0.4107	0.1029
O	-1.7935	-1.6121	2.1081
